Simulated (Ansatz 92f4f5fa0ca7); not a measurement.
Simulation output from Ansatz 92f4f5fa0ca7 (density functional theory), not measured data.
Periodic cell of 178 atoms, Si99O79, from a study of silicon, its oxide and their interface. The atomic structure is a simulated model.

Settings: functional r2SCAN; potential files Ansatz norm-conserving; basis plane waves; wave-function cutoff 1300 eV; density cutoff ratio 4; exchange-correlation grid ratio 1; k mesh 2 x 2 x 1, shifted by 0.5 0.5 0.5 of a step; self-consistency stop 5e-08 eV per atom in the density residual; occupations Fermi-Dirac, 0.05 eV; spin none; net charge 0.

Cell vectors (angstrom)
a	11.5403	0	0
b	0	11.5403	0
c	-3.9733	-1.8031	23.1134

Atoms: element, x, y, z (angstrom)
Si	8.5282	7.0986	-0.9678
Si	0.8221	2.1228	2.2087
Si	7.5704	2.0204	2.3069
Si	3.9154	4.7023	-3.104
Si	-0.0025	0.4389	-2.0881
Si	4.4575	2.6292	-0.902
Si	8.1409	7.1842	-3.2601
Si	5.693	3.5401	1.6888
Si	11.3427	5.7864	-0.3855
Si	3.0413	10.5799	1.8095
Si	0.6852	-1.3672	1.5886
Si	6.6316	6.4302	1.1052
Si	4.0025	7.8691	0.9113
Si	7.0967	1.7398	-2.0745
Si	8.9043	9.3745	1.166
Si	10.2128	11.1054	0.3569
Si	11.2169	2.5689	0.1376
Si	11.4866	7.9326	1.9915
Si	3.936	-1.3426	3.9654
Si	4.0547	2.9318	3.3227
Si	3.9507	7.8172	3.9783
Si	7.6976	-0.2999	3.3664
Si	7.911	3.8174	3.8119
Si	7.7716	6.3202	3.7846
Si	11.8193	-0.0747	3.4994
Si	11.8958	4.0164	3.6361
Si	11.7668	6.5989	3.8645
Si	2.0839	-0.5252	5.1027
Si	2.2388	3.441	4.872
Si	2.0355	7.3018	5.2091
Si	5.9947	-0.7309	5.0272
Si	5.8411	3.1639	4.8805
Si	5.9123	6.9938	5.094
Si	9.7125	-0.4259	4.6786
Si	9.9904	3.4405	4.8416
Si	9.7136	7.0627	4.9155
Si	2.0208	9.1954	6.6521
Si	2.1947	1.4728	6.2911
Si	2.1163	5.2899	6.3362
Si	6.0728	8.8447	6.6151
Si	5.9571	1.33	6.3654
Si	5.7498	5.0456	6.3875
Si	9.7746	9.1108	6.1429
Si	9.9042	1.4741	6.0629
Si	9.6264	5.1975	6.3164
Si	4.0594	9.037	8.0985
Si	4.0191	1.4712	7.7747
Si	3.8933	5.2495	7.7695
Si	8.1501	8.8026	7.8623
Si	8.0276	2.0243	7.3532
Si	7.7637	4.4201	7.5333
Si	11.4988	9.2478	7.7776
Si	11.7577	1.4246	7.5592
Si	11.588	5.3826	7.5131
Si	4.6977	-0.3055	9.1206
Si	5.4818	0.5804	12.1111
Si	4.5884	5.2637	11.024
Si	9.0078	1.0339	9.2921
Si	7.8901	-1.2196	11.5475
Si	9.0684	7.2502	9.6491
Si	11.0146	-0.3227	9.0291
Si	11.4403	3.4208	8.6685
Si	11.3423	7.227	8.9892
Si	3.716	6.9048	9.3792
Si	3.7151	3.3771	9.094
Si	6.8176	5.4584	11.5675
Si	7.7255	-0.8737	9.2472
Si	9.6953	3.1687	10.2141
Si	8.251	5.0234	9.7486
Si	10.9134	-0.9144	12.1137
Si	1.6524	3.9284	10.0429
Si	1.5706	6.3754	10.2653
Si	9.9115	5.0267	21.5809
Si	8.2757	8.0332	11.7756
Si	6.4078	7.399	16.5498
Si	9.7366	8.3839	13.5458
Si	3.7183	9.2551	18.9543
Si	5.2899	4.9728	15.504
Si	3.4614	11.8351	14.458
Si	11.3366	0.8369	15.6534
Si	9.5254	2.0965	17.6226
Si	7.8219	3.7415	15.9374
Si	0.6186	0.4375	13.5251
Si	2.0329	5.5317	12.9022
Si	5.2587	10.3877	16.6325
Si	2.362	5.2224	15.8748
Si	2.2882	2.3183	16.3395
Si	8.608	7.536	20.209
Si	-0.9691	7.2838	17.8687
Si	6.5645	3.2124	13.4779
Si	3.031	2.5765	19.2903
Si	-0.8994	-0.3651	24.7579
Si	5.8233	6.8784	18.8789
Si	7.7416	11.1213	18.036
Si	5.0963	-0.1661	23.6378
Si	9.2595	6.2864	15.6086
Si	1.8479	6.9454	18.4326
Si	9.8958	-1.81	16.2831
Si	0.5907	3.1587	11.9735
O	3.8175	9.4905	0.7719
O	11.7213	6.7538	0.8536
O	5.52	1.6703	-1.6524
O	-1.2293	-0.317	-1.3211
O	4.1155	0.0449	22.304
O	-0.5593	0.0212	23.1499
O	7.1113	6.9763	19.9274
O	5.968	5.1537	1.8477
O	3.374	6.1369	-2.5795
O	3.6683	3.5445	-1.9881
O	8.4098	8.5278	-0.1623
O	3.6445	7.3142	2.3998
O	3.3994	1.2236	20.0873
O	7.7334	10.0734	2.1017
O	9.8933	8.4184	2.0667
O	4.781	3.7283	10.3423
O	9.3112	-0.5128	12.0496
O	7.3896	4.3011	12.6043
O	7.0343	6.9816	12.1743
O	6.2655	-0.4095	8.6142
O	6.6084	-0.568	12.3565
O	6.4357	11.4276	17.1015
O	9.9981	6.4059	-1.0379
O	7.5549	7.0512	2.2944
O	8.7059	9.0064	20.9221
O	5.5441	7.5046	0.5868
O	11.8862	1.775	-1.1891
O	5.3242	3.5809	0.083
O	11.1587	4.2137	-0.0286
O	2.6912	6.041	19.4721
O	8.0884	5.5521	-3.5251
O	9.308	7.6427	18.7712
O	1.489	6.7221	11.9205
O	7.3546	0.3406	-2.828
O	6.1466	2.0229	12.4732
O	10.252	6.0252	16.8812
O	1.6159	3.773	15.9848
O	11.5416	-0.7279	10.5893
O	8.6413	-1.519	17.2584
O	10.9706	9.0659	12.6785
O	3.4479	5.0685	12.2227
O	5.3301	4.0803	14.1452
O	5.5668	6.5733	15.3793
O	5.4912	4.856	-3.4412
O	0.2835	6.9861	18.8476
O	4.8447	0.3749	10.6286
O	-1.0428	3.103	11.6962
O	5.9516	8.9547	16.3147
O	1.0761	1.2788	16.568
O	2.2828	5.9704	14.4444
O	4.4213	10.8962	15.3561
O	1.0601	1.7513	12.6427
O	10.8059	-3.0151	16.8613
O	4.9052	8.2028	19.2485
O	8.6148	4.0566	21.6766
O	4.1677	10.3038	17.8187
O	1.9907	11.2249	14.1036
O	10.9428	-0.5981	16.2765
O	9.378	9.4524	14.7598
O	7.5402	6.0318	-0.1868
O	6.4519	4.4223	16.496
O	2.4014	8.4644	18.4182
O	7.446	2.66	14.757
O	8.6625	12.4294	18.2593
O	8.4842	3.2919	17.3365
O	3.1101	4.3183	-4.4536
O	10.0297	6.9696	14.3382
O	3.8837	4.7981	16.2477
O	10.1084	1.8146	16.1253
O	7.2255	10.6118	19.4921
O	1.8664	6.3089	16.9468
O	3.069	7.0301	-0.1057
O	3.2643	1.7591	15.1631
O	9.451	6.4934	21.0996
O	0.9188	4.3465	13.0436
O	3.1349	2.3125	17.7038
O	4.2125	0.4412	13.0582
O	8.7476	4.8251	15.164
O	7.9925	7.2007	16.1122

Results
free energy: -48307.218 eV
free energy less fixed offsets of O -463.61, Si -117.95 eV per atom: -4.978 eV
pressure: -1.58 GPa
stress xx, yy, zz, yz, xz, xy (GPa, positive in tension): 0.72, 2.77, 1.24, 0.38, -0.02, -1.3

Forces (eV/angstrom), in the order of the atoms: element, x, y, z
Si	-0.2032	-0.0347	-0.2357
Si	-0.3323	-0.3223	-0.1423
Si	-0.1711	0.1146	-0.0677
Si	-0.071	0.1313	-0.2369
Si	0.0005	0.0734	-0.0622
Si	0.0644	0.3028	-0.1259
Si	-0.3851	-0.2349	-0.1121
Si	-0.7532	0.5384	-0.6571
Si	0.3379	-0.0572	-0.4683
Si	0.3111	-0.3996	-0.7844
Si	0.0687	0.0912	-0.07
Si	0.1041	0.0117	-0.2184
Si	-0.0962	0.0288	-0.2801
Si	-0.1293	-0.0587	-0.0775
Si	0.1181	-0.26	-0.2917
Si	0.3196	-0.4753	-0.3368
Si	-0.3267	0.2248	0.0495
Si	-0.4781	-0.1623	-0.4618
Si	0.2128	0.0416	-0.113
Si	0.2177	-0.1038	-0.2097
Si	-0.2693	-0.3312	-0.5866
Si	0.0388	-0.4074	-0.5428
Si	0.2494	-0.1641	0.3618
Si	0.3094	0.6264	-0.5073
Si	-0.0626	0.1089	0.2214
Si	-0.0034	0.1692	-0.2297
Si	0.1975	-0.2708	0.0602
Si	-0.2637	-0.0082	0.1012
Si	0.1529	0.0967	0.1811
Si	-0.0169	-0.1516	0.118
Si	-0.0813	0.1439	0.4738
Si	0.2388	-0.0878	0.5946
Si	-0.0381	0.0486	0.283
Si	0.2924	0.0244	0.0643
Si	-0.1908	0.158	0.031
Si	-0.3447	-0.292	0.0228
Si	-0.1279	0.1581	0.3075
Si	0.0682	0.23	-0.0421
Si	0.0581	-0.0256	0.1038
Si	-0.0582	0.1225	-0.1622
Si	0.3955	0.0915	-0.3121
Si	-0.1738	-0.2306	-0.1068
Si	0	0.0985	-0.2299
Si	-0.144	-0.0664	-0.1326
Si	0.4031	0.2146	-0.009
Si	-0.0121	-0.1829	0.1788
Si	-0.0256	0.0253	-0.3336
Si	-0.0214	-0.153	-0.2732
Si	-0.0784	-0.0486	0.1146
Si	0.0126	-0.2097	0.0132
Si	-0.0188	-0.0267	-0.0692
Si	0.1612	-0.203	-0.2801
Si	0.1632	-0.1683	-0.2042
Si	-0.3698	0.0678	-0.364
Si	0.4242	0.1424	0.0354
Si	-0.1256	0.0372	0.1326
Si	-0.0131	-0.435	0.5576
Si	-0.091	0.458	-0.3092
Si	-0.6397	-0.019	0.0245
Si	0.1823	-0.023	-0.3551
Si	0.4009	0.2855	0.3539
Si	0.0736	-0.0633	-0.0198
Si	-0.0631	-0.0161	0.1146
Si	0.0021	0.1255	0.0097
Si	0.0766	0.0904	0.2959
Si	0.1506	-0.1613	0.4161
Si	-0.4028	0.4815	0.0013
Si	0.3129	-0.2893	0.667
Si	-0.3118	0.1321	-0.0344
Si	0.0151	-0.4839	-0.4702
Si	-0.3645	-0.3401	0.1004
Si	-0.0864	0.2391	0.4334
Si	0.1786	-0.0755	-0.3282
Si	-0.1986	-0.1918	0.7094
Si	0.3704	0.1231	-0.7794
Si	0.337	-0.4772	0.4376
Si	-0.1389	-0.0074	-0.0929
Si	0.0958	0.056	0.2295
Si	0.0994	0.1619	0.258
Si	-0.2935	0.264	1.1889
Si	0.0611	0.1979	0.0368
Si	0.2594	-0.0053	0.3537
Si	0.5214	0.2684	0.1139
Si	-0.0448	0.2093	0.2971
Si	-0.0469	0.1812	0.0971
Si	-0.102	-0.11	0.4046
Si	-0.0245	-0.0117	0.2945
Si	0.4228	-0.1394	-0.0666
Si	0.2024	-0.2583	0.0339
Si	0.1434	-0.0151	0.28
Si	-0.1373	0.1562	-0.1213
Si	-0.0209	0.0609	-0.3602
Si	0.0455	0.3503	0.381
Si	0.0401	0.3108	-0.2003
Si	-0.094	0.7677	-0.7296
Si	-0.0372	-0.3193	0.0171
Si	-0.1123	-0.0467	0.1036
Si	0.1836	-0.0038	0.0428
Si	-0.0154	0.0934	0.1517
O	-0.2365	0.0458	0.4204
O	-0.1912	0.2855	0.1013
O	0.1384	0.095	0.0341
O	0.0281	0.0173	0.317
O	0.135	-0.3084	0.2188
O	-0.0842	-0.1065	0.6877
O	-0.3292	0.0616	-0.2196
O	0.2764	-0.2292	-0.0053
O	-0.1423	-0.0445	0.2598
O	0.2066	-0.1166	0.1591
O	0.0916	-0.09	0.6776
O	0.229	0.4332	0.4868
O	-0.065	-0.1167	0.1781
O	0.1521	0.5335	0.6598
O	-0.1505	-0.1528	-0.2128
O	-0.3418	0.6505	-0.1634
O	-0.0361	-0.2074	-0.1728
O	-0.2409	0.1825	-0.0797
O	0.4723	-0.026	-0.4613
O	-0.3995	-0.2177	0.4307
O	0.3493	0.0543	-0.2045
O	0.0092	-0.3897	0.0624
O	0.178	-0.0753	0.3488
O	-0.0488	-0.3002	0.0123
O	-0.3043	0.035	-0.0104
O	0.0733	-0.0847	0.2319
O	-0.2133	-0.0164	0.1264
O	-0.0013	-0.2826	0.276
O	0.2652	-0.0922	-0.0584
O	0.4578	-0.1455	-0.144
O	-0.3327	0.3058	0.0485
O	-0.1524	0.0059	0.1286
O	0.1531	-0.4187	-0.2082
O	0.0858	0.1355	0.0187
O	-0.1099	-0.1306	-0.021
O	-0.1494	0.429	-0.057
O	0.2676	0.1065	-0.1342
O	-0.3808	0.1178	-0.0106
O	0.0119	0.0536	0.0391
O	-0.0169	0.4081	-0.0632
O	0.2353	0.0796	-0.1677
O	0.1598	-0.0325	-0.1363
O	0.0545	-0.1987	0.2214
O	0.1484	-0.1837	0.0587
O	-0.019	0.0894	-0.2988
O	0.005	-0.3207	-0.3865
O	0.1498	0.0279	-0.4711
O	0.037	-0.1567	0.2558
O	0.0289	0.101	-0.4985
O	0.0229	-0.2034	-0.3684
O	-0.083	0.1161	-0.1032
O	-0.1688	-0.0778	0.0593
O	-0.242	-0.0206	0.028
O	0.0058	0.0246	-0.1024
O	-0.1559	0.155	0.3954
O	0.1701	-0.2317	0.0364
O	-0.1742	0.1591	-0.2306
O	-0.1838	-0.1059	-0.2622
O	0.1048	-0.228	-0.2393
O	0.0611	0.2637	0.322
O	-0.1017	-0.0553	-0.4
O	0.3347	-0.1746	0.14
O	-0.2676	0.3449	-0.1265
O	-0.0548	-0.2694	-0.1295
O	-0.0488	-0.1147	-0.3466
O	-0.0369	-0.0563	0.0599
O	-0.1043	0.2065	0.2723
O	-0.0079	0.1683	-0.1618
O	0.2249	-0.2361	-0.044
O	0.0611	-0.0988	0.1462
O	0.1265	-0.1213	-0.0279
O	0.0342	0.1575	0.1173
O	-0.1386	-0.2087	-0.1639
O	-0.201	0.0623	0.049
O	0.2645	0.1108	-0.1383
O	-0.064	0.0425	0.0343
O	-0.0472	-0.0077	0.0977
O	-0.1884	0.0686	0.1215
O	-0.0918	0.0233	0.0371

The program warned: the forces do not sum to zero within the program's tolerance.
